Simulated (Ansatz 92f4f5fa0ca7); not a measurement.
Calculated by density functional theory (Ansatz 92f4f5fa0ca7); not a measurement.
Periodic cell of 215 atoms, Si132O82B1, from a study of silicon, its oxide and their interface. The atomic structure is a simulated model.
Doubt: the cutoff is far below the 930 eV that the study's wrapper takes by default for these files, so forces and energies are approximate.
This geometry differs little from another in the collection (a relaxation step or a small displacement).

Settings
functional: PBE
potential files: Ansatz PAW
basis: plane waves
wave-function cutoff: 580 eV
density cutoff ratio: 5
exchange-correlation grid ratio: 1
k mesh: 1 x 1 x 1, Gamma-centred
self-consistency stop: 5e-08 eV per atom in the density residual
occupations: fixed
spin: none
net charge: -1 e, with a uniform compensating background and no finite-size correction

Cell vectors (angstrom)
a	10.938	0	0
b	0	10.938	0
c	0	0	31.5432

Atoms: element, x, y, z (angstrom)
Si	10.435	0.5743	24.3716
Si	6.0404	10.501	24.1765
Si	2.1325	3.2501	24.1091
Si	8.7032	2.2573	24.3359
Si	0.5032	5.0522	24.1902
Si	5.0511	5.8935	24.2248
Si	3.3919	7.6518	24.194
Si	7.8256	8.8276	24.0208
Si	1.3433	1.484	25.4823
Si	6.9153	1.3012	25.5235
Si	4.0251	4.0994	25.3582
Si	9.6677	4.099	25.4471
Si	1.4906	6.8156	25.3997
Si	6.8983	6.9469	25.2723
Si	4.2289	9.5355	25.3767
Si	9.5236	9.6408	25.4634
Si	2.7797	0.0161	26.6799
Si	8.2177	-0.0268	26.9728
Si	0.0177	2.7743	26.9466
Si	5.4463	2.729	26.7029
Si	2.7579	5.4422	26.8699
Si	8.2326	5.5263	26.6657
Si	0.0304	8.2113	26.6888
Si	5.5516	8.1969	26.8269
Si	4.107	1.369	28.1301
Si	9.5911	1.3744	28.2604
Si	1.3908	4.1259	28.2697
Si	6.8316	4.1408	28.0489
Si	4.1556	6.8252	28.1797
Si	9.5942	6.8533	28.1117
Si	1.3926	9.5918	28.0714
Si	6.8442	9.5382	28.272
Si	0.0471	-0.0171	29.5467
Si	5.4368	-0.012	29.5469
Si	2.7721	2.7395	29.5775
Si	8.1687	2.7758	29.4948
Si	0.0074	5.5143	29.5533
Si	5.508	5.4509	29.5404
Si	2.7436	8.222	29.4805
Si	8.2225	8.1605	29.5838
Si	1.3931	1.3628	30.9233
Si	6.8103	1.3859	30.8579
Si	4.1109	4.1432	30.9536
Si	9.5469	4.1276	30.8628
Si	1.4206	6.8539	30.9
Si	6.8121	6.8243	30.9664
Si	4.0984	9.5295	30.9155
Si	9.5984	9.5531	30.9122
Si	2.7438	-0.0332	0.7295
Si	8.1568	-0.0104	0.6736
Si	-0.0135	2.7736	0.6842
Si	5.4763	2.7261	0.7241
Si	2.8691	5.6464	0.8304
Si	8.2037	5.4385	0.7422
Si	0.0401	8.187	0.7248
Si	5.2999	8.061	0.8356
Si	4.1141	1.3393	2.0793
Si	9.5205	1.3837	2.027
Si	1.3677	4.1887	2.025
Si	6.7902	4.1157	2.1049
B	4.073	6.8635	2.0216
Si	9.6013	6.8056	2.0752
Si	1.4259	9.507	2.1037
Si	6.7705	9.5289	2.0401
Si	-0.04	-0.0234	3.33
Si	5.4687	-0.0293	3.4917
Si	2.6818	2.7386	3.3287
Si	8.1661	2.7104	3.4926
Si	-0.0067	5.4615	3.5198
Si	5.2857	5.6356	3.1658
Si	2.8987	8.0377	3.3168
Si	8.2056	8.1881	3.3673
Si	1.2821	1.3709	4.6559
Si	6.835	1.3079	4.9037
Si	4.0667	4.1712	4.5695
Si	9.5275	4.0659	4.8847
Si	1.4104	6.881	4.8248
Si	6.7749	6.7907	4.6139
Si	4.0915	9.5033	4.8262
Si	9.5626	9.5672	4.7305
Si	2.6196	0.013	6.052
Si	8.2214	-0.1273	6.2581
Si	-0.0301	2.6508	6.1868
Si	5.3642	2.8	6.0049
Si	2.7472	5.4271	6.1067
Si	8.0644	5.4497	6.1225
Si	0.0169	8.2867	6.181
Si	5.5645	8.1496	6.1301
Si	3.4748	1.931	7.1093
Si	10.0245	0.8243	7.4496
Si	1.7769	3.6493	7.3142
Si	6.2007	4.5311	7.3457
Si	4.631	6.3062	7.2274
Si	9.1634	7.1911	7.2696
Si	0.8913	10.1489	7.475
Si	7.4121	8.8854	7.4621
O	4.5545	6.5886	8.866
O	1.4234	3.9682	8.9216
O	9.7235	6.5398	8.7043
O	1.2997	10.0958	9.1177
O	6.0796	4.2186	8.9949
O	3.7509	1.6149	8.7025
O	7.15	8.9548	9.1261
O	9.6608	1.0703	9.0627
O	8.2521	2.5356	22.765
O	11.0011	5.5409	22.6585
O	5.618	0.0872	22.6592
O	5.2819	5.4026	22.6487
O	2.1632	2.8092	22.4945
O	3.3257	7.857	22.5343
O	8.3766	8.7408	22.4325
O	-0.158	11.2286	22.7808
Si	2.1533	2.9615	12.8727
Si	8.6871	1.306	10.337
Si	1.0599	4.4886	15.3396
Si	7.5428	5.5763	12.1777
Si	2.4187	8.1793	21.2309
Si	5.4181	7.7897	12.4442
Si	9.2781	0.4464	15.4853
Si	2.924	-0.0476	16.6643
Si	10.467	1.1508	12.589
Si	7.765	2.8276	21.2588
Si	9.1449	8.7766	14.4338
Si	1.4746	4.7702	10.3322
Si	4.4868	9.4796	19.1515
Si	11.077	6.0964	21.1349
Si	6.6259	10.4377	14.8367
Si	5.3895	0.7273	21.1938
Si	2.3441	9.8121	10.343
Si	0.4294	10.6383	21.4101
Si	5.8466	5.2544	21.1463
Si	3.6391	7.0808	10.086
Si	9.0387	5.6799	14.828
Si	3.6576	4.0828	19.0974
Si	10.0282	3.6639	19.3297
Si	4.2651	8.6602	15.3462
Si	0.456	1.9122	17.1655
Si	6.7992	7.5312	19.2637
Si	5.2579	3.6183	16.741
Si	7.7862	5.0144	17.528
Si	6.6697	9.9182	10.347
Si	4.3858	1.0555	10.0547
Si	-0.0278	9.0799	11.8722
Si	9.1023	8.6321	20.966
Si	4.5563	1.661	14.5757
Si	2.4478	2.0889	21.0647
Si	6.3296	3.3419	10.3377
Si	3.4272	5.909	16.7231
Si	9.8776	6.5283	10.3116
O	0.1151	2.6221	18.5928
O	2.9362	9.6286	15.5828
O	10.8578	4.8106	20.1487
O	7.586	2.4091	9.9191
O	10.9184	5.3293	10.7611
O	6.5965	6.7345	12.8456
O	10.3313	8.0482	10.7542
O	7.6764	9.4518	13.9849
O	8.422	6.2105	10.9685
O	5.3587	10.4841	20.0828
O	2.1591	3.7357	11.4251
O	7.9823	8.5414	19.7722
O	6.2114	6.7275	20.5595
O	5.5113	2.709	15.4107
O	1.3026	0.9332	20.7199
O	6.0575	9.0567	11.6085
O	4.6133	4.9785	16.1053
O	6.5971	3.9049	17.6306
O	10.5133	10.656	11.8102
O	5.5865	0.4922	13.9919
O	8.0201	5.1013	15.9331
O	9.7513	9.8087	15.5575
O	-0.4031	5.136	15.1184
O	1.5731	6.8345	20.8141
O	1.5113	0.6357	17.1846
O	6.5993	1.7643	20.8258
O	1.0176	1.7766	12.8224
O	3.2382	5.49	18.3166
O	9.5318	2.0069	11.5672
O	1.013	3.097	16.1913
O	8.5672	5.1312	13.3714
O	10.287	8.5618	13.2858
O	1.4486	9.4024	21.6856
O	10.0766	9.9381	20.6321
O	3.175	0.2243	10.8235
O	5.0755	2.3594	10.798
O	1.736	4.1338	13.9146
O	7.9188	10.8678	10.8331
O	9.1349	4.4648	18.2297
O	5.648	9.4838	15.7615
O	5.5367	-0.0383	9.7235
O	3.593	2.3021	13.3938
O	1.9737	5.6398	16.0394
O	9.7179	1.0544	14.0335
O	4.3974	6.9431	11.5123
O	4.752	4.4988	20.2177
O	9.962	1.3235	16.6492
O	6.6664	4.3154	11.6179
O	5.5882	8.4023	18.5901
O	9.0673	2.7423	20.2761
O	3.6115	1.1266	15.786
O	4.2207	3.0758	17.9087
O	9.9215	7.2205	20.9098
O	3.3561	8.6606	9.8006
O	3.9357	7.4155	16.3583
O	7.6438	0.4674	15.6941
O	8.9335	7.2945	15.0285
O	3.9335	1.4395	21.1489
O	1.5969	9.1531	11.6645
O	2.3147	6.1562	10.1819
O	7.3512	6.4578	18.1575
O	7.2079	4.3578	21.1419
O	4.5543	8.2376	13.7805
O	3.3394	8.6557	19.9751
O	2.4938	3.2381	19.8803
O	3.7459	10.3542	17.978

Results
free energy: -130700.180 eV
free energy less fixed offsets of B -154.04, O -568.88, Si -635.61 eV per atom: 2.540 eV

Forces (eV/angstrom), in the order of the atoms: element, x, y, z
Si	-0.0027	0.0014	0.0048
Si	0.0006	-0.0037	0.0044
Si	-0.0012	0.0028	0.0052
Si	0.003	-0.0015	0.004
Si	0.0022	-0.002	0.0041
Si	-0.0009	0.0013	0.0045
Si	0.0006	-0.0006	0.0045
Si	-0.0024	0.0009	0.0053
Si	-0.0016	0.0018	0.0023
Si	0.0013	-0.0019	0.0028
Si	-0.0009	-0.0002	0.0003
Si	0.0007	-0.001	0.0024
Si	0.0001	-0.0016	0.0004
Si	-0.0005	0.0005	-0.0003
Si	0.0009	0	-0.0003
Si	-0.0021	0.001	0.0028
Si	-0.0003	-0.0003	-0.0012
Si	0.0021	0.002	-0.0107
Si	-0.0003	-0.0003	-0.0094
Si	0.0004	0.0002	-0.0007
Si	-0.0017	-0.0005	-0.0047
Si	0.0007	-0.0005	-0.0014
Si	0.0005	0.0015	-0.001
Si	0.0014	0.002	-0.0032
Si	-0.0002	0.0008	0.0024
Si	0.0002	-0.0008	0.0051
Si	0.0034	0.0008	0.003
Si	0.0005	-0.0017	0.003
Si	-0.0004	0.0014	0.0064
Si	-0.0004	-0.0001	0.0028
Si	-0.0012	0	0.0026
Si	-0.0032	-0.0026	0.0035
Si	0.0008	-0.0012	-0.0017
Si	0.0001	0.0017	-0.0019
Si	-0.0004	-0.0017	-0.0019
Si	-0.0019	0.0017	-0.0025
Si	-0.0029	0.0008	-0.0016
Si	0.0005	-0.0013	-0.0019
Si	-0.0004	0.0004	-0.0036
Si	0.0025	0.0001	-0.0013
Si	-0.0011	0.0007	0.0011
Si	0.0007	-0.0005	0.0015
Si	-0.0001	0.0016	0.0015
Si	0.0009	-0.0007	0.0013
Si	0.0019	-0.0011	0.0016
Si	-0.0018	0.0003	0.0014
Si	0.0009	-0.0017	0.0017
Si	-0.0004	0.0011	0.0008
Si	-0.0008	0.0028	-0.001
Si	0.0002	-0.0019	-0.0029
Si	0.0015	-0.0008	-0.0027
Si	-0.0006	-0.0001	-0.0003
Si	-0.002	-0.002	-0.0036
Si	0.0003	0.0004	-0.0002
Si	-0.0032	0.001	-0.0011
Si	0.0015	0.0029	-0.0037
Si	0.0009	-0.0008	0.0038
Si	-0.001	0.0018	0.0009
Si	-0.0021	0.0023	0.0036
Si	-0.0012	0.0014	0.0013
B	0.0108	-0.0109	0.0115
Si	0.0016	-0.002	0.0021
Si	0.0029	-0.0023	0.0022
Si	-0.0009	0.0004	0.0036
Si	-0.0004	-0.0016	-0.0023
Si	-0.0003	0.0005	-0.0023
Si	0.0012	-0.0003	-0.0097
Si	0.0004	0.0006	0.0003
Si	0.001	-0.0005	-0.003
Si	-0.0049	0.0052	-0.0184
Si	-0.0047	0.0052	0.0027
Si	-0.0028	0.0008	-0.0056
Si	0	0.0006	0.0103
Si	-0.001	-0.0005	0
Si	0	-0.0013	0.0125
Si	-0.0006	-0.0001	0.0013
Si	0.0006	0.0001	-0.0016
Si	0.0019	0.0022	0.0085
Si	0.0003	-0.0004	-0.0013
Si	0	0.0008	0.0059
Si	-0.002	0.0018	0.0004
Si	0.0012	-0.0004	-0.001
Si	0.0005	-0.0005	-0.0018
Si	-0.0004	0.0025	-0.0027
Si	0.001	-0.0021	-0.0014
Si	-0.0007	-0.0016	-0.0013
Si	-0.0018	0.0007	0.0011
Si	0.0017	-0.0007	-0.0002
Si	-0.0016	0.0006	-0.0047
Si	0.0021	-0.0023	-0.0053
Si	0.0014	-0.0003	-0.0051
Si	-0.0007	0.0017	-0.0058
Si	0.0022	-0.0029	-0.0045
Si	-0.0012	0.0026	-0.0041
Si	-0.003	0.0012	-0.0074
Si	0.0012	-0.0009	-0.0056
O	-0.0029	0.0017	0.0058
O	-0.0007	0.0021	0.0073
O	0.0018	-0.0011	0.0055
O	0.0031	-0.0011	0.0078
O	0	-0.0025	0.008
O	0.001	-0.0003	0.0048
O	-0.0013	0.0018	0.0067
O	-0.0029	0.0015	0.0067
O	-0.0017	0.0015	-0.0054
O	-0.0011	0.002	-0.0059
O	-0.0016	0.0027	-0.0058
O	0.0016	-0.0013	-0.0057
O	0.001	-0.0027	-0.0069
O	-0.0018	0.0013	-0.006
O	0.0025	-0.0007	-0.0065
O	0.0023	-0.0018	-0.0058
Si	-0.0004	0.0001	-0.0017
Si	0.0007	-0.0003	-0.0046
Si	0.0004	-0.0005	-0.0005
Si	-0.0009	-0.0004	-0.0016
Si	0.0009	-0.001	0.0037
Si	-0.0002	-0.0004	-0.0017
Si	0.0007	0.0006	-0.0007
Si	0.0004	0	0.0015
Si	-0.0001	0.0001	-0.0017
Si	-0.0001	-0.0012	0.0043
Si	0.0008	-0.0004	-0.0007
Si	-0.0002	0.0002	-0.0051
Si	0.0001	-0.0003	0.0024
Si	-0.0001	-0.0002	0.0044
Si	-0.0002	-0.0003	0
Si	0.001	-0.0004	0.0044
Si	-0.0018	0.001	-0.0035
Si	-0.0014	0.0008	0.0032
Si	-0.0007	0.0004	0.0044
Si	0.0008	-0.0019	-0.0035
Si	-0.0007	-0.0005	-0.001
Si	-0.0001	-0.0006	0.0028
Si	-0.0001	0.0005	0.0021
Si	0.0002	-0.0004	-0.0007
Si	-0.0003	0.0002	0.0011
Si	0.0005	0.0007	0.0018
Si	0	-0.0002	0.0006
Si	0.0006	0.0007	0.001
Si	0.0021	-0.0018	-0.0037
Si	-0.0002	0.0012	-0.0022
Si	0.0014	0.0004	-0.0021
Si	-0.0008	0.0005	0.0039
Si	-0.0007	0.0003	-0.0006
Si	-0.0009	0.0006	0.0046
Si	-0.0004	0.0017	-0.0044
Si	0	-0.0003	0.0008
Si	0	-0.0005	-0.005
O	0.0006	-0.0007	-0.001
O	0	-0.0002	-0.0005
O	-0.0005	-0.0014	-0.0014
O	0.0007	0.0004	0.002
O	-0.0003	0.0001	0.0008
O	0.0007	-0.0004	0.0001
O	0.0007	0.0016	0.0018
O	-0.0001	0.0002	0.0002
O	-0.0013	-0.0005	0.0019
O	-0.0005	-0.0012	-0.0015
O	0.0006	-0.0012	0.0021
O	-0.0013	-0.0005	-0.0014
O	0.0003	0.0005	-0.0012
O	-0.0001	0	0
O	0.0002	0.0001	-0.0009
O	-0.0009	-0.0008	0.0019
O	-0.0002	0.0002	-0.0001
O	-0.0002	-0.0002	-0.0002
O	0.0001	-0.0006	0.0013
O	0.0002	0	-0.0001
O	0	0	-0.0003
O	-0.0002	0	0.0002
O	0.0004	0	0
O	0.0001	0	-0.0008
O	0.0002	0	-0.0003
O	0	0.0003	-0.0009
O	-0.0004	-0.0002	0.0004
O	0.0001	0.0003	-0.0011
O	0.0011	-0.0005	0.0017
O	0.0001	0.0003	-0.0002
O	0.0004	0.0004	0.001
O	-0.0011	0.0003	0.0013
O	0.0003	-0.0001	-0.0005
O	0.0001	0.0001	-0.0008
O	-0.0004	-0.0005	0.001
O	-0.0001	-0.0006	0.001
O	-0.0005	0.0001	0.0011
O	0.0001	0.0008	0.0012
O	-0.0008	0.0003	-0.0009
O	0	0	0.0001
O	-0.0005	-0.0002	-0.0007
O	0.0003	-0.0002	0.0007
O	-0.0002	-0.0001	-0.0003
O	-0.0003	-0.0003	0.0011
O	0.0007	0.0005	0.0012
O	-0.001	-0.0004	-0.0015
O	-0.0004	-0.0002	0
O	0.0007	0.0012	0.0011
O	-0.0001	-0.0001	-0.0006
O	0.0012	0.0004	-0.0013
O	0.0001	-0.0002	0
O	0.0003	0.0002	-0.0009
O	-0.0002	0.0001	-0.0007
O	-0.0002	0.0005	0.001
O	-0.0002	-0.0001	-0.0003
O	-0.0002	-0.0002	0
O	0	0.0003	0.0003
O	-0.0002	0.0001	-0.0008
O	-0.0023	-0.0001	0.0013
O	0.0003	-0.0005	0.0009
O	0.0002	-0.0012	-0.0009
O	-0.0003	0.0007	-0.0009
O	-0.0007	0.0005	0.0017
O	0.0009	0.0007	-0.0014
O	0.0006	0.0013	-0.0018
O	-0.0008	0.0006	-0.0015

The program warned: the cutoff lies below the one the program advises for these potential files; the exchange-correlation potential is rough where the density is thin.
